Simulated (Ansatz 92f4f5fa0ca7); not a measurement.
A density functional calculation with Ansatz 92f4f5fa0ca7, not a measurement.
Periodic cell of 203 atoms, Si117O86, from a study of silicon, its oxide and their interface. The atomic structure is a simulated model.

Settings: functional PBE; potential files Ansatz PAW; basis plane waves; wave-function cutoff 700 eV; density cutoff ratio 5; exchange-correlation grid ratio 2; k mesh 2 x 2 x 1, shifted by 0.5 0.5 0.5 of a step; self-consistency stop 5e-08 eV per atom in the density residual; occupations Fermi-Dirac, 0.05 eV; spin none; net charge 0.

Cell vectors (angstrom)
a	11.5983	0	0
b	0	11.5983	0
c	4.7344	3.2521	26.1893

Atoms and the computed forces on them: element, x, y, z (angstrom), force x, y, z (eV/angstrom)
Si	0.4518	8.3081	-2.339	-0.1346	-0.0506	-0.1023
Si	-1.6752	11.7625	-0.497	-0.0263	0.2771	-0.2934
Si	7.8542	3.1145	-3.6368	-0.1174	-0.1144	-0.1323
Si	3.2759	9.5289	-1.8191	0.0678	0.1189	-0.0829
Si	3.6168	12.4557	-0.5553	0.2291	0.0557	0.2821
Si	1.7099	4.8707	1.3695	-0.4506	-0.1408	-0.3499
Si	8.0705	10.4433	2.5184	0.1176	-0.0316	0.1067
Si	7.5956	7.519	-1.7723	0.0116	-0.0945	-0.3206
Si	9.0401	4.7804	-1.3034	-0.0011	0.0539	-0.119
Si	0.9818	8.787	1.4545	-0.2279	-0.1322	-0.04
Si	0.8362	12.7419	1.0313	-0.1072	0.1062	-0.4271
Si	0.5882	5.3601	-1.5492	0.1656	-0.0301	0.0173
Si	4.3336	6.829	2.5253	0.1042	0.2276	0.0174
Si	5.0762	12.4505	1.3055	-0.0638	0.0412	0.0254
Si	4.3998	4.7413	1.5017	0.6276	-0.0361	0.3115
Si	8.4961	8.6411	0.9888	-0.3208	-0.2823	-0.1619
Si	10.6077	9.499	0.1858	0.3819	-0.3036	-0.7071
Si	7.6047	4.6265	1.3221	-0.0794	-0.0103	0.1087
Si	0.6101	10.7815	2.5426	0.3609	0.3605	0.3326
Si	0.6775	14.5729	2.5092	0.1005	0.061	0.1277
Si	0.6539	6.7427	2.59	0.1977	-0.1157	-0.125
Si	4.3619	10.5119	2.4739	0.1882	0.0984	-0.0065
Si	4.4609	14.3308	2.6978	0.1121	-0.2557	-0.1243
Si	3.4388	8.6843	1.1574	0.1799	-0.0894	-0.4497
Si	7.5558	12.4329	1.4261	-0.0427	0.0139	-0.2259
Si	8.0888	14.3526	2.694	-0.2084	0.1499	-0.0181
Si	8.2214	6.7249	2.4205	-0.2098	-0.2001	0.0078
Si	-1.4697	10.6181	3.7461	-0.0042	-0.1409	-0.1571
Si	-1.4013	14.4589	3.8012	0.0583	0.0056	-0.1112
Si	-1.4267	6.6659	3.8106	-0.0453	0.0167	-0.0154
Si	2.5422	10.6967	3.9336	-0.2108	0.2178	0.163
Si	2.5066	14.3705	3.9912	-0.022	0.0163	0.1002
Si	2.5236	6.805	4.0153	-0.0947	-0.0823	0.2138
Si	6.2342	10.4277	3.9835	-0.2003	0.0363	0.1089
Si	6.2851	14.386	4.1639	0.0999	-0.0604	0.2826
Si	6.3115	6.7928	3.9154	0.0238	0.1436	0.1117
Si	-1.3788	8.6876	5.1421	0.0475	-0.0024	-0.0599
Si	-1.4189	12.49	5.1597	0.019	0.0895	0.1108
Si	-1.5016	4.7459	5.2258	-0.0141	-0.0081	0.1424
Si	2.5486	8.7829	5.3266	0.0714	-0.0498	-0.0276
Si	2.5589	12.4976	5.4145	0.087	-0.0012	-0.022
Si	2.525	4.794	5.2415	-0.0708	-0.0065	0.022
Si	6.306	8.6234	5.4448	0.1033	-0.0295	0.0095
Si	6.3136	12.3828	5.4266	-0.1113	-0.0062	-0.0569
Si	6.2806	4.8137	5.3797	-0.0426	0.0335	-0.1459
Si	0.5522	8.7704	6.5453	-0.0977	-0.0563	-0.1042
Si	0.5095	12.44	6.5352	0.0437	-0.0516	-0.0583
Si	0.5123	4.8044	6.4503	0.0738	-0.0044	-0.0587
Si	4.3872	8.761	6.8504	-0.0216	0.0179	0.0724
Si	4.426	12.5278	6.8787	0.0853	0.0221	0.0219
Si	4.3371	4.8242	6.7464	0.0749	-0.0013	-0.0114
Si	8.3543	8.6498	6.6395	-0.0842	0.0109	-0.1422
Si	8.3361	12.3968	6.679	-0.1099	0.0425	-0.0259
Si	8.2014	4.6919	6.7744	-0.0313	-0.1104	0.1403
Si	0.5906	10.6179	8.053	0.1346	0.1596	0.0015
Si	0.4605	14.4347	7.7104	0.0454	-0.1962	0.0355
Si	0.5452	6.7705	7.7366	-0.0244	0.0792	-0.2591
Si	4.4637	10.6815	8.3564	-0.0773	-0.1488	0.0717
Si	4.2059	14.522	8.1619	0.0689	0.0216	0.1169
Si	4.3676	6.7536	8.108	-0.0255	0.0203	-0.0545
Si	8.4179	10.5075	8.1259	0.0578	-0.1785	0.131
Si	8.1426	14.1907	8.2019	-0.0901	-0.0121	-0.1414
Si	8.3161	6.7378	7.9979	-0.0838	0.1721	-0.0333
Si	10.379	10.5444	9.5596	0.0598	0.0035	-0.0056
Si	10.253	14.3332	9.125	0.1888	-0.0145	-0.194
Si	10.3398	6.774	9.1947	0.0977	-0.0197	0.1185
Si	2.4155	10.712	9.6571	-0.1646	-0.1278	0.1588
Si	2.1315	14.4131	9.3391	-0.2343	0.1663	-0.0408
Si	2.3118	6.7876	9.2633	-0.0474	0.0776	-0.0126
Si	6.549	10.7383	9.6046	-0.0282	0.134	-0.1552
Si	5.3784	3.1035	10.2048	-0.1999	0.0819	-0.1005
Si	6.3836	6.8999	9.3639	-0.0157	0.0376	-0.239
Si	11.1154	8.5261	10.6893	-0.3305	-0.2239	0.2814
Si	10.8519	12.6208	10.657	-0.1421	0.0794	0.2287
Si	10.5721	4.7167	10.2851	-0.0692	0.1146	0.0222
Si	2.0893	8.5861	10.788	0.0542	0.2376	-0.4256
Si	1.6472	12.728	11.028	0.131	-0.0754	-0.2072
Si	1.3981	4.8704	10.3171	-0.0718	-0.2513	0.077
Si	6.3601	8.701	10.9316	0.502	-0.1378	-0.15
Si	7.0405	13.0833	10.2123	0.3016	0.1743	0.0429
Si	6.4839	5.0921	10.8325	0.0711	-0.0762	-0.1298
Si	5.279	9.8688	14.3907	0.321	0.2238	0.4079
Si	8.4869	13.7199	12.1347	-0.2414	-0.1695	0.1924
Si	8.6713	4.613	11.7262	0.278	0.2713	0.3512
Si	4.2449	8.1966	12.0508	-0.3895	0.3439	0.5153
Si	3.3125	15.7385	12.3542	-0.17	-0.5048	0.4207
Si	2.1951	2.2949	13.342	0.0907	0.3273	-0.0573
Si	6.128	4.927	15.189	-0.0897	0.0139	0.1794
Si	8.0243	9.9069	20.6472	-0.0145	-0.0207	-0.0331
Si	8.9447	7.5987	12.7224	0.2344	-0.2245	0.1476
Si	5.4311	11.6524	16.6353	0.1251	0.0509	0.1415
Si	2.9208	4.01	17.9373	0.1615	0.0431	0.0697
Si	4.9235	5.8903	12.4874	0.402	-0.2508	0.3414
Si	0.7738	5.6614	17.1387	0.0881	-0.0439	0.2181
Si	1.7469	8.5831	20.4763	0.0425	-0.0329	0.0126
Si	8.121	9.1592	15.0682	-0.104	0.28	0.1096
Si	10.2978	6.0427	18.0537	-0.3319	0.1723	0.1693
Si	7.317	0.1736	14.3006	0.0271	-0.1042	0.2917
Si	2.7946	11.0149	22.0553	-0.0225	0.0119	-0.2187
Si	4.4644	14.4894	20.2543	0.044	-0.0223	-0.0537
Si	12.4518	1.3963	21.0202	0.0005	-0.0452	0.0908
Si	2.37	3.5638	22.5128	-0.1309	-0.0112	-0.3013
Si	5.0358	6.4107	17.649	-0.0892	-0.035	0.181
Si	2.6762	8.0013	17.6922	0.1107	-0.1079	0.1318
Si	8.8621	4.0303	16.125	0.0411	-0.0915	0.3267
Si	11.6458	1.4393	18.1313	-0.1012	-0.0803	0.1684
Si	6.2218	12.0017	19.4782	-0.0025	-0.07	-0.0727
Si	7.0626	7.3817	22.26	0.0688	-0.0549	-0.177
Si	9.5061	5.6802	23.0988	0.0282	0.097	-0.2761
Si	8.7915	2.0443	18.5459	-0.0379	-0.0806	0.023
Si	4.0319	14.1245	15.6373	-0.0739	-0.1141	0.1439
Si	9.2237	16.0702	20.2905	-0.1277	-0.0145	0.0466
Si	0.0716	3.2958	15.4856	0.0728	-0.0245	0.2289
Si	9.4382	9.0583	17.9278	-0.033	-0.0377	0.139
Si	10.0614	11.4991	22.5012	0.0908	-0.0549	-0.2077
Si	6.3493	5.4842	20.1065	-0.0949	0.0297	0.1336
Si	0.7218	10.0991	18.1044	-0.0488	0.0325	0.0981
O	10.8776	10.7398	23.6881	0.082	0.0147	0.1458
O	-0.6346	9.0217	-1.3752	-0.1936	0.1059	-0.0064
O	-0.4239	12.7583	-0.0677	-0.0448	-0.0953	0.1918
O	3.2303	11.0724	-1.3196	-0.017	-0.0734	-0.0125
O	8.7449	3.6475	-2.404	0.0798	0.0483	0.1784
O	3.7236	8.6259	-0.513	-0.1321	-0.0285	0.2898
O	2.1934	13.0155	0.0772	-0.1209	-0.2249	0.2785
O	-1.0309	5.2646	-1.539	-0.0708	-0.0038	0.0103
O	1.1736	4.7098	-0.1931	0.0387	0.0772	-0.0216
O	7.5581	8.4465	-0.4285	0.2714	0.2275	0.4632
O	8.4856	12.3687	0.0425	0.0059	-0.0213	-0.0412
O	6.0002	4.6984	0.7668	-0.1736	0.0379	0.1467
O	10.3493	8.2187	12.142	-0.0369	0.022	-0.1515
O	8.9437	5.9576	12.7097	-0.2299	0.0507	-0.0521
O	9.9628	12.9569	12.0628	0.0763	-0.0466	-0.2489
O	7.7859	13.1238	13.5429	0.1053	0.1888	-0.2809
O	8.4441	9.1509	16.6542	-0.0225	-0.0533	-0.0951
O	1.9289	4.9455	11.8897	0.2794	-0.0113	-0.068
O	6.8571	12.0008	15.8735	-0.0213	0.034	-0.1257
O	4.1126	3.0375	11.3408	0.1256	0.3845	-0.0781
O	7.6741	8.2834	11.9315	-0.3946	0.1542	-0.1587
O	8.4136	2.9396	17.2493	0.0037	0.1173	-0.1856
O	5.1591	3.6089	15.1818	-0.0579	0.0497	-0.1413
O	8.7326	9.8066	19.1867	0.072	-0.0602	-0.1032
O	7.3928	8.4924	21.1211	-0.0581	-0.0392	0.0826
O	-1.8912	11.8464	-2.1321	0.0845	-0.1033	0.4014
O	8.6204	1.763	-4.1305	0.0684	-0.0135	0.0894
O	2.6842	9.4798	21.4763	-0.0215	0.0716	0.0632
O	3.3657	14.5319	19.054	-0.0163	0.0284	-0.0653
O	7.9687	5.991	-1.4082	-0.0085	0.0398	-0.0006
O	1.8635	11.2779	23.3636	-0.0507	0.0183	0.1264
O	11.1121	0.5714	21.4546	-0.023	-0.0246	0.0594
O	12.15	2.0673	19.5603	0.0168	0.0057	-0.1296
O	7.4853	12.7943	18.8835	0.0607	0.0666	-0.0358
O	5.7476	5.8726	13.9368	-0.0784	0.0937	-0.1744
O	12.5353	7.4722	21.3478	0.0416	0.0162	0.0094
O	4.2383	7.7854	17.2451	-0.131	-0.0069	-0.0251
O	9.6984	7.5218	18.3759	0.1809	-0.1266	-0.0414
O	2.878	3.3318	16.4498	-0.0078	0.0206	0.0522
O	0.6043	4.8303	15.7276	0.0194	-0.0152	-0.0457
O	6.7595	10.9363	20.5748	-0.0017	0.0143	0.0394
O	10.0635	3.4165	15.2047	-0.0019	-0.0137	-0.1473
O	9.1909	14.5053	19.8716	0.0503	0.0788	0.0254
O	3.9702	5.2304	17.9064	-0.0469	-0.0438	-0.0551
O	4.1744	9.0891	13.5058	0.0176	-0.3579	-0.362
O	11.8583	2.4222	16.8623	0.037	0.0801	-0.1112
O	4.6254	13.0563	16.6927	-0.0702	0.0964	-0.1345
O	8.4927	10.624	14.3869	-0.0554	-0.0552	-0.0584
O	9.0763	5.0754	24.5386	-0.0824	0.0426	-0.0074
O	1.8169	9.1921	-2.4973	-0.0257	0.0186	0.1352
O	5.5748	11.1958	18.1984	-0.0181	0.0044	-0.115
O	5.1968	13.0375	20.1979	-0.0452	0.0679	0.0421
O	6.0426	5.8911	16.4999	0.0735	-0.0647	-0.1537
O	12.3146	9.5788	19.672	0.0088	-0.0176	-0.0461
O	1.4703	4.6536	18.2577	-0.1155	0.1652	-0.2524
O	8.5189	6.9545	22.8569	0.0455	-0.0404	0.0595
O	8.9408	7.9898	14.3116	-0.0395	-0.0483	-0.1376
O	2.627	7.8013	19.3325	-0.065	0.0274	-0.0904
O	9.2722	5.3658	16.9623	0.1402	-0.0393	-0.0758
O	6.512	8.8985	14.8771	-0.074	-0.0999	-0.097
O	9.3345	16.1673	21.9079	-0.0203	-0.0303	0.0115
O	5.5586	4.0734	20.0565	0.0073	-0.0069	-0.0317
O	1.7635	6.9272	16.8651	-0.0347	0.0261	-0.0382
O	0.9801	6.9292	-1.653	-0.0062	0.0916	0.0589
O	10.8687	9.7069	17.4823	0.0424	-0.0572	-0.0492
O	5.9939	-0.4829	13.5465	-0.0696	-0.1508	-0.1124
O	2.0241	9.4542	17.3484	-0.0136	-0.0387	-0.0402
O	6.2814	6.1073	21.6018	0.0494	0.0437	0.0445
O	10.0542	1.0641	18.2247	0.0591	0.078	-0.0475
O	0.8004	2.613	14.1992	0.2388	-0.2095	-0.1618
O	4.3891	9.3825	-3.0012	-0.1505	0.0774	0.1597
O	9.1324	10.4153	21.7228	0.0496	0.0589	0.126
O	10.4162	16.8557	19.5091	0.0767	0.0358	-0.2563
O	7.6469	4.3668	15.1128	0.0184	0.012	-0.1497
O	4.3623	11.2867	22.4458	0.0775	0.0116	0.1925
O	8.7754	4.2192	0.1977	-0.1957	0.0002	0.0697
O	6.3338	2.8788	-3.0971	-0.0314	-0.024	0.0346
O	3.3653	13.3091	14.3797	-0.1944	-0.1136	0.0416
O	3.6953	3.1538	21.6524	-0.0183	-0.0002	0.1743
O	2.1932	0.4329	20.9102	-0.0151	-0.0353	0.0733
O	6.0262	7.8824	23.3841	-0.1082	0.0347	0.1373
O	7.886	5.1938	19.7254	0.095	-0.0319	-0.0307
O	5.8214	6.6128	19.0545	-0.005	-0.0579	-0.095
O	12.7541	2.5199	22.1601	0.0498	0.0327	0.0824
O	4.6354	10.5206	15.7574	-0.0602	-0.0081	-0.078
O	0.9175	11.6886	17.915	0.0133	0.0034	-0.0482

Results
free energy: -123298.208 eV
free energy less fixed offsets of O -569.03, Si -635.61 eV per atom: 4.742 eV
pressure: -0.42 GPa
stress xx, yy, zz, yz, xz, xy (GPa, positive in tension): 1.21, -0.11, 0.17, 0.09, 0.07, 0.01

The program warned: the cutoff lies below the one the program advises for these potential files.
